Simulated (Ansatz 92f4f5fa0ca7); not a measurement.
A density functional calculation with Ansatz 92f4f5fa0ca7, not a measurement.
Periodic cell of 422 atoms, Si266O156, from a study of silicon, its oxide and their interface. The atomic structure is a simulated model.
Doubt: the cutoff is far below the 930 eV that the study's wrapper takes by default for these files, so forces and energies are approximate.
This geometry differs little from another in the collection (a relaxation step or a small displacement).

Settings: functional PBE; potential files Ansatz PAW; basis plane waves; wave-function cutoff 580 eV; density cutoff ratio 5; exchange-correlation grid ratio 1; k mesh 1 x 1 x 1, Gamma-centred; self-consistency stop 5e-08 eV per atom in the density residual; occupations fixed; spin none; net charge 0.

Cell vectors (angstrom)
a	15.4687	0	0
b	0	12.8259	0
c	0	0	36.6867

Atoms: element, x, y, z (angstrom)
Si	-0.0016	1.186	34.0062
Si	3.8646	1.1848	34.0042
Si	7.6895	1.1894	33.9806
Si	11.5849	1.1791	34.022
Si	1.9117	7.5646	34.022
Si	5.8002	7.5587	34.012
Si	9.6448	7.5662	34.0329
Si	13.5073	7.5609	34.0192
Si	1.9336	5.247	34.4198
Si	5.8008	5.247	34.4198
Si	9.6679	5.247	34.4198
Si	13.5351	5.247	34.4198
Si	0	11.6599	34.4198
Si	3.8672	11.6599	34.4198
Si	7.7343	11.6599	34.4198
Si	11.6015	11.6599	34.4198
Si	0	4.664	35.6565
Si	3.8672	4.664	35.6565
Si	7.7343	4.664	35.6565
Si	11.6015	4.664	35.6565
Si	1.9336	11.0769	35.6565
Si	5.8008	11.0769	35.6565
Si	9.6679	11.0769	35.6565
Si	13.5351	11.0769	35.6565
Si	0	2.332	36.0688
Si	3.8672	2.332	36.0688
Si	7.7343	2.332	36.0688
Si	11.6015	2.332	36.0688
Si	1.9336	8.745	36.0688
Si	5.8008	8.745	36.0688
Si	9.6679	8.745	36.0688
Si	13.5351	8.745	36.0688
Si	1.9336	1.749	0.6188
Si	5.8008	1.749	0.6188
Si	9.6679	1.749	0.6188
Si	13.5351	1.749	0.6188
Si	0	8.162	0.6188
Si	3.8672	8.162	0.6188
Si	7.7343	8.162	0.6188
Si	11.6015	8.162	0.6188
Si	0	5.83	1.031
Si	3.8672	5.83	1.031
Si	7.7343	5.83	1.031
Si	11.6015	5.83	1.031
Si	1.9336	12.2429	1.031
Si	5.8008	12.2429	1.031
Si	9.6679	12.2429	1.031
Si	13.5351	12.2429	1.031
Si	1.9336	5.247	2.2678
Si	5.8008	5.247	2.2678
Si	9.6679	5.247	2.2678
Si	13.5351	5.247	2.2678
Si	0	11.6599	2.2678
Si	3.8672	11.6599	2.2678
Si	7.7343	11.6599	2.2678
Si	11.6015	11.6599	2.2678
Si	1.9336	2.915	2.68
Si	5.8008	2.915	2.68
Si	9.6679	2.915	2.68
Si	13.5351	2.915	2.68
Si	0	9.328	2.68
Si	3.8672	9.328	2.68
Si	7.7343	9.328	2.68
Si	11.6015	9.328	2.68
Si	0.436	-1.1973	26.2811
Si	3.3894	-0.2589	27.0659
Si	8.0629	-0.7702	26.1093
Si	10.9352	-0.4069	25.5007
Si	1.655	4.1065	27.7109
Si	6.4683	6.5822	26.7218
Si	9.6931	3.8444	27.2971
Si	14.0168	6.3722	26.7424
Si	1.5523	6.4697	27.5161
Si	6.2498	3.6324	27.2767
Si	9.459	7.0464	27.2687
Si	11.6058	3.2619	28.6822
Si	0.0171	11.2592	28.4943
Si	3.8588	10.4285	27.9641
Si	7.6833	11.5413	28.3523
Si	11.5542	11.1066	28.0422
Si	0.01	3.0823	29.0502
Si	3.567	3.4237	28.9225
Si	7.9048	3.1371	28.8029
Si	13.7037	3.3667	27.5968
Si	1.9018	10.0712	29.2585
Si	5.8642	10.1892	29.1462
Si	9.5925	10.3109	29.1128
Si	13.4973	10.1394	29.0794
Si	-0.0159	0.7006	29.5779
Si	3.669	1.0371	29.2612
Si	7.7068	0.8489	29.5407
Si	11.563	1.0525	29.5853
Si	1.8145	7.7065	29.5072
Si	5.8332	7.7703	29.5506
Si	9.6033	7.9464	29.4111
Si	13.4802	7.7757	29.5103
Si	1.9462	0.5184	30.8187
Si	5.6465	0.6104	30.6647
Si	9.6301	0.6126	30.8761
Si	13.4941	0.5701	30.8672
Si	-0.0746	6.9722	30.6912
Si	3.8172	7.067	30.6486
Si	7.7744	7.035	30.6518
Si	11.5104	7.0889	30.6128
Si	-0.0373	4.5542	31.012
Si	3.8105	4.6744	30.991
Si	7.7666	4.5894	30.8749
Si	11.5641	4.6477	30.8356
Si	1.9876	11.0661	31.3428
Si	5.7576	11.1477	31.2576
Si	9.688	11.1408	31.2847
Si	13.4654	11.0736	31.2449
Si	1.9104	4.1238	32.3189
Si	5.7991	4.1395	32.2369
Si	9.6716	4.1442	32.2488
Si	13.4672	4.1298	32.2683
Si	-0.0247	10.4527	32.3965
Si	3.8974	10.4143	32.4648
Si	7.7232	10.4851	32.3905
Si	11.5806	10.4195	32.4424
Si	1.9379	1.7995	32.7879
Si	5.746	1.8118	32.7117
Si	9.6524	1.8519	32.8371
Si	13.5124	1.8221	32.8278
Si	-0.0338	8.1072	32.7827
Si	3.8529	8.0933	32.7888
Si	7.7321	8.1292	32.7675
Si	11.5614	8.0886	32.7753
Si	0	2.332	3.9167
Si	3.8672	2.332	3.9167
Si	7.7343	2.332	3.9167
Si	11.6015	2.332	3.9167
Si	1.9336	8.745	3.9167
Si	5.8008	8.745	3.9167
Si	9.6679	8.745	3.9167
Si	13.5351	8.745	3.9167
Si	1.9049	6.4323	4.3069
Si	5.778	6.4122	4.3121
Si	9.7385	6.4323	4.2773
Si	13.575	6.4129	4.3388
Si	0.0494	12.8105	4.3595
Si	3.8466	12.8149	4.3812
Si	7.7184	12.8218	4.3265
Si	11.6293	12.8083	4.3091
Si	0.0357	5.841	5.6191
Si	3.8102	5.8053	5.5029
Si	7.788	5.8358	5.3932
Si	11.6439	5.8621	5.5685
Si	1.9366	12.2314	5.7335
Si	5.7999	12.3258	5.6433
Si	9.6809	12.1596	5.4634
Si	13.5646	12.2057	5.5344
Si	0.1075	3.5073	5.9915
Si	3.8358	3.493	5.9744
Si	7.7321	3.5505	5.8732
Si	11.6446	3.518	5.9701
Si	1.9466	9.8489	6.0687
Si	5.8339	9.924	6.0278
Si	9.6664	9.8487	6.0195
Si	13.5439	9.8843	6.0017
Si	1.9806	2.8898	7.3714
Si	5.823	3.268	7.198
Si	9.6332	2.8921	7.0568
Si	13.6358	2.9138	7.1357
Si	-0.0346	9.278	7.3118
Si	3.944	9.2321	7.2683
Si	7.7384	9.219	7.2862
Si	11.6193	9.4203	7.3094
Si	0.0308	6.9344	7.7501
Si	3.93	6.8493	7.6043
Si	7.7614	6.8041	7.4994
Si	11.6673	7.019	7.6551
Si	1.8846	13.3862	7.8981
Si	5.7794	13.625	7.6931
Si	9.6928	13.4014	7.4154
Si	13.5617	13.4295	7.5338
Si	2.0348	6.4008	8.953
Si	5.8626	5.6018	8.2374
Si	9.7139	6.2214	8.7064
Si	13.5251	6.2638	8.9359
Si	-0.2018	12.7974	9.0505
Si	3.9455	12.7707	8.9872
Si	7.7876	12.7992	8.6323
Si	11.6035	13.2208	8.7875
Si	1.924	4.1201	9.4514
Si	6.0869	4.8054	10.3709
Si	9.7319	3.8618	9.18
Si	13.4887	3.8612	9.284
Si	-0.1019	10.4382	9.4002
Si	3.9208	10.4153	9.3256
Si	7.7986	10.5317	9.2864
Si	11.6748	10.8172	9.3022
Si	-0.028	3.6657	10.6302
Si	3.4392	3.4753	11.1823
Si	8.0648	3.6609	10.823
Si	12.0204	2.1795	12.2284
Si	1.9122	9.8517	10.5114
Si	5.914	9.9703	10.587
Si	9.7882	10.5614	10.6471
Si	13.3773	9.891	10.6828
Si	-0.6285	0.8485	11.3011
Si	4.3642	0.6698	11.2161
Si	7.5331	1.4599	11.3679
Si	11.5729	2.6163	9.9849
Si	2.2563	7.5626	11.0322
Si	5.3717	7.3616	11.8902
Si	10.1332	7.6174	11.4471
Si	13.2517	7.5014	10.9606
O	9.8992	11.8553	11.6556
O	5.935	13.9459	11.427
O	1.8845	-0.3523	26.3345
O	9.4762	0.1049	26.085
O	11.7042	7.1894	11.4476
O	6.1146	8.3416	10.8133
O	0.1219	6.8515	26.7249
O	7.9375	7.3028	26.6574
O	0.3072	2.1962	11.3249
O	13.4181	14.1388	12.0093
O	5.934	10.6038	12.1241
O	14.227	7.0404	12.2135
O	4.0777	12.408	12.4106
O	5.7853	7.7037	13.4235
O	8.8137	4.3394	12.1314
O	12.2073	3.5788	13.1209
O	1.351	6.8851	12.2281
O	-0.0495	12.4878	12.2518
O	13.0783	10.517	12.2344
O	9.4261	6.8882	12.6933
O	8.3547	13.7582	12.6933
O	9.9069	9.2183	11.608
O	1.9155	10.683	11.9469
O	3.4311	4.2229	12.6612
O	4.3717	0.4611	25.947
O	-3.8321	-0.0912	28.3655
O	9.5594	3.7011	25.6109
O	6.6325	4.9883	26.4281
O	0.5075	10.3084	25.2751
O	2.8669	6.7239	26.5478
O	6.9046	0.0291	25.2385
O	8.3863	10.5723	25.4511
O	10.689	12.1342	23.9326
O	5.3915	7.2314	25.6712
O	13.1335	6.8509	25.4598
O	13.9792	2.2043	26.4663
O	14.61	-0.2986	25.8532
O	1.6394	3.7372	26.0764
O	10.6169	7.5069	26.1943
O	12.0965	0.7291	25.5341
Si	3.1328	8.833	23.0873
Si	8.3114	6.9675	23.0846
Si	5.7109	1.162	25.3078
Si	2.495	2.4054	19.03
Si	5.4469	9.3192	18.2913
Si	9.743	12.9007	12.8924
Si	11.7033	4.599	14.3275
Si	2.0847	2.4607	15.9833
Si	4.3945	4.4112	20.5052
Si	15.0747	2.3106	20.2722
Si	15.2605	9.5925	23.9631
Si	12.5638	9.1905	23.014
Si	6.1103	8.9048	22.4087
Si	9.6619	4.601	24.2056
Si	13.6745	10.149	13.7242
Si	4.0202	3.8925	14.1518
Si	6.8093	7.1014	14.5399
Si	0.9631	6.7833	23.0633
Si	13.6995	0.9829	25.4409
Si	10.8607	4.4865	18.9416
Si	9.2615	8.4269	15.7879
Si	12.2524	7.5719	15.0621
Si	6.1033	11.3464	20.4528
Si	9.3245	11.6157	15.7746
Si	9.3253	3.2873	21.2965
Si	8.9682	5.4481	13.2864
Si	3.9013	7.8516	25.981
Si	16.2671	6.7302	18.1003
Si	1.5279	12.171	15.7666
Si	4.2169	2.6064	22.9897
Si	5.1543	11.5056	13.2438
Si	9.9768	7.1492	20.4781
Si	7.2778	4.4277	19.366
Si	14.0413	11.3737	16.4138
Si	8.8363	0.2516	20.5873
Si	0.8217	11.3076	12.9585
Si	10.3321	11.2773	22.6128
Si	-2.3889	3.894	16.9303
Si	12.8637	7.7486	20.5487
Si	8.0054	7.442	18.3856
Si	6.3949	3.194	15.5802
Si	4.268	10.9168	16.0249
Si	10.208	13.5063	17.7952
Si	4.8636	5.5687	16.3397
Si	15.7308	5.0079	15.7384
Si	15.4749	6.094	12.6932
Si	3.7144	6.9284	19.0331
Si	1.7701	3.9111	24.458
Si	8.1734	9.7195	24.0922
Si	3.4303	13.0865	20.9461
Si	-1.6622	8.4514	17.5904
Si	11.5771	6.9889	24.9621
Si	15.6514	1.3931	23.2148
Si	1.5415	11.486	22.6191
Si	8.7982	3.2588	17.1223
Si	6.4442	12.8417	15.5953
Si	14.7536	5.4554	20.6041
Si	13.2195	13.9985	18.0853
O	9.0453	7.5117	17.1271
O	2.1344	7.268	18.8496
O	11.9922	3.836	15.7294
O	12.3863	4.3675	18.3508
O	8.336	5.5813	23.9755
O	0.0854	5.7794	14.299
O	11.2786	8.0665	20.7086
O	13.3156	8.3332	19.1227
O	3.1058	3.6257	19.9072
O	11.6172	8.0914	23.7628
O	2.722	10.4321	23.1155
O	8.1201	4.2918	20.7761
O	3.241	2.6225	14.8385
O	4.5326	8.6412	22.3149
O	3.4778	1.4329	22.1052
O	8.7898	1.7397	21.276
O	8.9665	10.4278	22.8605
O	13.4965	8.5542	21.8189
O	7.7437	3.2123	18.3749
O	7.9324	8.2347	14.8566
O	1.5077	13.7715	16.0441
O	4.7926	12.1849	20.9743
O	0.7995	2.8064	23.7486
O	5.6357	3.4865	14.1355
O	16.6658	5.8639	16.7703
O	15.3669	7.9824	17.5639
O	-0.1622	10.1019	13.5007
O	3.2722	3.4091	24.0506
O	5.3859	1.8161	23.8383
O	9.7246	12.0135	14.252
O	15.6545	11.4924	16.3477
O	3.2018	0.9951	19.4959
O	12.4186	6.0895	14.3559
O	7.568	5.7403	14.0519
O	9.7731	3.6645	22.8443
O	6.9115	7.4556	22.3519
O	2.1636	7.6967	22.3988
O	6.2396	12.4582	14.0163
O	4.7097	9.5879	16.8554
O	5.7179	4.1448	19.6251
O	8.8014	7.9669	19.7119
O	5.5816	4.1247	16.6645
O	13.6841	2.3958	17.1134
O	10.4192	12.2227	16.8234
O	0.2479	10.4673	22.6204
O	5.7604	10.7856	18.951
O	15.459	1.4901	21.6125
O	10.6637	7.9427	15.1134
O	9.5122	1.8296	16.8776
O	8.7199	8.178	24.1149
O	4.732	3.8108	21.9939
O	10.5523	3.4395	20.1851
O	4.4039	10.6201	14.4065
O	3.8315	5.242	15.0879
O	0.1338	6.0733	21.8541
O	1.0898	12.8424	23.4894
O	5.9476	6.6945	15.8618
O	5.2344	12.1618	16.4349
O	10.9959	5.5615	24.3824
O	3.2651	8.4192	24.6312
O	2.7416	15.5633	17.4553
O	10.5176	5.9478	19.5363
O	14.2798	4.886	16.4787
O	11.634	10.3464	22.3481
O	9.3597	10.0217	16.0488
O	13.6629	10.0046	17.1812
O	13.2744	6.1657	20.6704
O	0.9029	3.5168	15.5781
O	4.1732	6.1201	17.6866
O	9.4268	6.6914	21.9304
O	4.4829	8.3593	19.2015
O	11.6223	14.0374	18.3789
O	6.5638	9.6553	23.7978
O	15.455	5.8174	19.1803
O	7.9782	3.6062	15.7465
O	1.4528	5.4786	23.9865
O	14.1692	1.3037	23.9101
O	4.0224	6.0073	20.3658
O	2.7633	-1.4621	16.4503
O	0.1426	7.9708	23.8938
O	13.0619	8.7147	14.2095
O	6.3309	1.6042	15.8827
O	13.9441	14.2256	19.5259
O	7.8559	12.2329	16.1182
O	6.826	8.4974	18.0612
O	7.369	12.3609	20.6218
O	14.5949	3.8292	20.6776
O	13.6422	9.7753	24.0984
O	6.4722	9.9589	21.2305
O	13.5216	12.6136	17.308
O	2.137	12.104	21.2216
O	1.6428	-0.8461	14.166
O	9.2246	13.1531	19.0221
O	9.9146	4.3367	17.6095
O	13.3922	11.2875	14.8912
O	10.0121	12.2276	21.3406
O	7.4674	5.9162	18.685
O	0.89	2.3771	19.2769
O	10.1024	4.8534	14.2796
O	12.8775	7.551	16.5809
O	3.3043	1.8791	11.5119
O	21.2756	6.808	28.1938
O	9.6595	18.2855	27.5846
O	10.9726	1.1537	12.97
O	13.2991	-5.8619	28.0738
O	4.0084	9.098	26.9972
O	11.4343	-1.7219	26.3752
O	9.4151	7.1175	10.0781
O	3.7756	7.4959	11.6613
O	-1.5423	-8.0699	26.747
O	-0.1534	4.6762	11.92
O	8.1685	0.6815	10.0843
O	4.9077	3.66	10.4897
O	6.2407	2.3597	26.2602
O	4.7716	3.8929	27.8919
O	5.8931	5.8544	11.616

Results
free energy: -257824.047 eV
free energy less fixed offsets of O -568.88, Si -635.61 eV per atom: -6.507 eV

Forces (eV/angstrom), in the order of the atoms: element, x, y, z
Si	-0.0036	0.0054	-0.0089
Si	-0.0009	-0.0008	-0.0069
Si	-0.0025	0.0044	-0.0075
Si	-0.0011	-0.0022	-0.0095
Si	-0.0017	0.0017	-0.0024
Si	0.0019	0.0012	-0.0047
Si	0.0038	0.0003	-0.0045
Si	-0.0028	-0.001	-0.0028
Si	-0.0995	-0.0592	-0.082
Si	0.1042	-0.1354	-0.4418
Si	-0.029	-0.0123	-0.4074
Si	-0.1502	-0.1023	-0.3379
Si	-0.1283	0.0079	0.124
Si	0.0856	0.1284	0.4143
Si	-0.0247	0.1299	0.1642
Si	-0.0395	0.0317	0.3368
Si	0.0316	-0.1102	-0.1053
Si	-0.0265	-0.1056	-0.106
Si	-0.0048	-0.1726	-0.1223
Si	0.072	-0.0697	-0.1079
Si	0.0352	0.0933	0.0293
Si	-0.0519	0.1287	0.0816
Si	0.012	0.1035	0.0714
Si	0.0378	0.1182	0.0699
Si	0.0302	-0.0128	0.0973
Si	0.0146	-0.039	0.0507
Si	-0.1528	-0.0364	-0.0328
Si	-0.021	-0.0098	0.1845
Si	-0.0365	0.0388	0.0375
Si	-0.0043	0.0243	-0.024
Si	-0.0179	0.0738	0.1018
Si	-0.0664	0.0386	0.0145
Si	0.0072	0.0405	-0.0066
Si	-0.021	0.0467	0.0067
Si	0.0389	-0.0056	-0.0209
Si	0.0419	-0.0155	-0.0094
Si	0.0152	-0.0197	-0.0188
Si	0.0001	-0.0361	-0.0219
Si	0.0318	-0.0046	-0.017
Si	0.0034	0.0141	-0.0051
Si	-0.0212	-0.0226	-0.03
Si	0.0301	0.019	-0.0089
Si	0.0078	0.0445	0.0329
Si	-0.0641	-0.0254	-0.015
Si	-0.0265	-0.0149	0.0128
Si	0.0413	-0.0141	0.0473
Si	0.0013	-0.0104	0.0341
Si	-0.0435	-0.0029	0.0234
Si	-0.1075	-0.0549	-0.1109
Si	-0.0774	0.0125	-0.1686
Si	0.192	-0.1038	-0.2879
Si	0.093	-0.0097	0.062
Si	0.1484	0.0416	0.1235
Si	-0.0753	0.0267	0.2594
Si	-0.1343	0.0283	-0.0209
Si	0.126	-0.01	-0.2253
Si	-0.0273	-0.0618	-0.0319
Si	0.0295	-0.0733	0.0309
Si	-0.0516	-0.0255	-0.02
Si	-0.0383	-0.0278	0.021
Si	-0.0072	0.0945	0.0538
Si	0.0065	0.0925	0.0507
Si	-0.0309	-0.0028	0.0333
Si	-0.0256	0.0596	0.0546
Si	0.0224	-0.0206	0.009
Si	0.0054	0.0324	0.0149
Si	-0.0037	0.0037	-0.0045
Si	-0.0071	-0.0185	0.0018
Si	0.0095	-0.0119	-0.0143
Si	0.0079	0.0076	0.0021
Si	-0.0016	-0.0266	-0.0055
Si	0	0.0013	0.0103
Si	-0.0259	-0.0054	0.0096
Si	-0.035	0.0056	-0.0165
Si	-0.0088	-0.0068	-0.061
Si	-0.0227	0.0083	0.0116
Si	-0.0024	0.0097	-0.0009
Si	0.0082	0.0111	0.0068
Si	0.0024	0.0054	0.0014
Si	0.0011	0.0131	-0.0365
Si	-0.0047	-0.0104	0.0142
Si	0.0182	0.0164	-0.0231
Si	0.0166	0.0074	0.0308
Si	0.0023	0.0017	-0.0198
Si	-0.007	-0.0068	0.0025
Si	-0.0106	-0.0135	0.0075
Si	-0.0018	-0.0011	0.0135
Si	0.0099	-0.0104	0.0139
Si	0.0056	-0.01	-0.0152
Si	0.0069	-0.0044	-0.0023
Si	-0.0052	0.0071	0.0037
Si	0.0049	-0.0181	-0.0088
Si	-0.0031	0.0008	0.0093
Si	0	-0.0147	-0.0155
Si	-0.0016	0.018	0.039
Si	-0.0048	0.0002	-0.0131
Si	0.0092	-0.0049	0.0028
Si	-0.0092	0.0021	0.001
Si	0.0153	0.0096	-0.0059
Si	-0.0154	0.0018	0.0057
Si	-0.0075	-0.0059	0.0037
Si	0.0125	-0.001	-0.0086
Si	-0.0083	-0.0016	-0.0014
Si	0.0123	-0.007	-0.0003
Si	-0.0004	0.0014	-0.0005
Si	0.0031	0.0038	0.008
Si	-0.0042	-0.006	-0.0084
Si	0.0098	0.002	-0.0016
Si	-0.013	0.0117	-0.0077
Si	0.0041	0.0127	-0.0071
Si	-0.01	0.004	-0.0101
Si	0.0097	0.0084	-0.0138
Si	0.0037	-0.0043	-0.0032
Si	0.0035	0.0052	0.0003
Si	0.0024	0	-0.0021
Si	-0.0039	0.0036	0.0006
Si	-0.0074	-0.0015	0.0042
Si	0.014	-0.006	0.0103
Si	-0.0068	-0.0046	0.0051
Si	-0.001	-0.0059	0.0112
Si	-0.0021	0.0033	0.0024
Si	0.0075	-0.0092	-0.0043
Si	-0.0018	0.002	0.0027
Si	0.0055	-0.0042	-0.0015
Si	0.0056	0.0018	-0.0035
Si	-0.0067	-0.0011	0.0015
Si	0.0061	0.0088	0.0016
Si	-0.0072	-0.0015	0.0009
Si	0.3099	-0.0796	0.1772
Si	-0.1566	-0.2278	0.0939
Si	-0.0087	-0.2487	-0.4616
Si	0.0603	0.0144	-0.0193
Si	-0.0489	0.2331	0.2409
Si	-0.0002	0.2515	0.2017
Si	0.1426	0.0497	0.0065
Si	0.0449	-0.0789	0.0964
Si	0.0053	-0.0013	-0.0009
Si	0.0014	0.0049	0.0034
Si	0.0057	0.0004	-0.0016
Si	0.0031	-0.0009	0.0033
Si	-0.0007	-0.0026	0.005
Si	0.0002	-0.0019	0.0042
Si	-0.0001	0.003	0.0049
Si	-0.0046	-0.0055	0.0034
Si	-0.0022	0.0013	0.006
Si	-0.0038	0.003	0.0002
Si	-0.0069	0.0005	-0.001
Si	-0.0003	0.001	0.0004
Si	0.0011	0.0041	0.0053
Si	-0.0051	0.0011	0.0016
Si	0.0054	0.0004	-0.0061
Si	0.0006	-0.0043	-0.0029
Si	0.0134	-0.0021	-0.0061
Si	-0.0053	0.0013	0.0005
Si	0.0008	-0.0009	0.003
Si	0.0007	0.0034	-0.0012
Si	0.0002	-0.0081	0.0007
Si	0.0083	0.0017	0.0013
Si	-0.0011	-0.0047	0.0022
Si	-0.0035	0.0022	0.0011
Si	-0.0029	0.0015	0.0046
Si	-0.0012	-0.002	0.0004
Si	-0.0002	-0.0072	0.0015
Si	-0.0037	0.0022	0.0094
Si	0.0042	-0.0048	-0.0025
Si	-0.0087	-0.0075	-0.0059
Si	0.0016	0.0007	0.0001
Si	0.0001	-0.0098	-0.0056
Si	-0.0061	0.0063	-0.0121
Si	0.0007	0.0042	-0.005
Si	0.0104	0.0116	-0.006
Si	-0.0004	0.0052	-0.0011
Si	-0.0184	-0.0039	0.0071
Si	0.016	-0.0034	0.0084
Si	0.0017	0.0066	0.0021
Si	0.0049	-0.0017	-0.0001
Si	0.0044	-0.0019	0.004
Si	-0.0138	0.0012	-0.0186
Si	0.0009	0.0018	0.0227
Si	0.001	-0.0019	0.0054
Si	0.0177	0.0045	-0.0116
Si	0.0049	-0.0013	-0.0208
Si	0.0082	0.025	0.0204
Si	-0.0037	0.007	0.01
Si	0.0074	-0.0109	0.002
Si	0.0157	-0.0292	0.0293
Si	-0.0017	0.009	-0.0067
Si	-0.0118	-0.0103	0.0012
Si	-0.0198	0.0044	0.0095
Si	0.0014	0.0018	0.0087
Si	0.0014	-0.008	0.0089
Si	0.0139	0.0137	-0.008
Si	0.0162	0.013	0.0148
Si	-0.0179	0.0204	-0.0188
Si	-0.0096	0.0315	0.0095
Si	-0.0069	0.0045	-0.0124
Si	0.0069	0.0071	-0.0071
Si	-0.0006	-0.0033	0.0056
Si	-0.0184	0.0093	-0.0031
Si	0.0188	0.0106	0.0053
Si	-0.0047	0.0091	-0.0227
Si	0.0239	0.0003	0.0151
Si	-0.0038	-0.0252	-0.0332
Si	0.0154	-0.0134	-0.0174
Si	0.0063	-0.0175	0.0148
Si	0.0029	-0.0051	-0.0025
Si	0.0036	0.0063	-0.0096
Si	0.0018	-0.0095	0.004
O	0.0015	-0.0077	0
O	0.0155	-0.004	0.0037
O	-0.0005	-0.0005	-0.0076
O	-0.0086	0.0053	-0.0002
O	0.0021	0.0014	0.0001
O	0.0031	0.0119	-0.0044
O	0.0031	0.0053	-0.0045
O	0.015	0.0049	0.0088
O	-0.0134	0.0033	-0.0038
O	0.0069	-0.0018	0.0053
O	0.0019	-0.0011	-0.0052
O	-0.0157	0.007	-0.0082
O	0.0027	0.0064	-0.006
O	-0.0013	-0.0016	-0.0009
O	-0.0039	-0.0115	-0.0086
O	0.0056	-0.0095	0.0022
O	0.0124	0.0093	-0.01
O	-0.0096	-0.0013	0.0016
O	-0.0041	0.0016	-0.0204
O	0.0002	0.0045	0.0012
O	-0.0091	0.0005	-0.0021
O	0.0009	-0.0073	0.0055
O	0.0111	-0.0131	-0.0104
O	-0.0008	-0.0028	-0.0083
O	-0.0114	-0.0121	-0.0014
O	-0.0027	0.0099	0.0107
O	-0.0057	0.0027	-0.012
O	-0.0015	-0.0042	-0.0027
O	0.0079	0.0129	0.0012
O	0.0038	-0.0075	-0.0064
O	0.0062	0.0005	0.0028
O	0.0022	0.0016	-0.0032
O	0.0002	0.0098	0.0095
O	0.0041	-0.0025	-0.0064
O	0.0088	0.0014	0.0035
O	-0.0018	0.007	0.0095
O	-0.0184	0.0163	-0.0012
O	0.002	0.0054	0.0141
O	-0.0076	0.0103	0.0096
O	0.0084	0.0146	-0.0005
Si	-0.0043	0.0037	0.0088
Si	0.004	-0.0025	-0.0087
Si	0.0051	-0.0057	0.0047
Si	-0.0013	-0.0013	-0.0003
Si	-0.0022	-0.0005	0.0035
Si	0.0057	-0.0059	-0.0055
Si	-0.0071	0.0054	0.0015
Si	-0.0005	-0.0034	0.0051
Si	-0.0025	0.0033	0.0027
Si	0	-0.0037	0.0054
Si	-0.0048	0.0008	-0.0086
Si	-0.0052	0.0031	-0.0022
Si	0.0068	0.0051	0.0039
Si	-0.0057	0.0065	-0.0063
Si	0.0004	-0.0048	0.0067
Si	0.0046	-0.0058	0.0041
Si	0.0079	-0.0015	0.0024
Si	0.0059	0.0025	-0.0076
Si	-0.0077	0.0097	-0.0119
Si	0.0005	-0.0018	0.0006
Si	-0.001	0.0009	-0.0021
Si	-0.0045	-0.0003	0.0054
Si	0.0007	0.0009	0.0018
Si	-0.0048	-0.0033	0.0023
Si	-0.002	-0.0012	0.0032
Si	0.0009	-0.0078	-0.0001
Si	0.0041	-0.0015	-0.006
Si	0.0039	0.0033	0.0042
Si	0.0022	-0.0012	0.0008
Si	-0.0062	0.0018	-0.0008
Si	0.0046	0.0031	-0.008
Si	0.0006	-0.0024	0.0031
Si	-0.0017	-0.0003	-0.0001
Si	0.0056	-0.0002	0.0052
Si	0.0063	-0.001	-0.001
Si	0.0085	-0.0013	0.0228
Si	0.0004	-0.0091	-0.0055
Si	0.0016	0.0016	0.0028
Si	0.0025	0.0036	0.0087
Si	-0.0016	0.0014	0.0033
Si	0	0.0007	-0.002
Si	0.0039	0.0038	0.0009
Si	-0.0033	-0.0024	0.0049
Si	0.0049	0.0015	0
Si	-0.0001	-0.0036	-0.0001
Si	0.0002	0.0023	-0.0121
Si	0.0035	-0.0007	0.0016
Si	-0.0015	-0.0022	-0.0095
Si	-0.0002	0.0059	-0.0063
Si	-0.0036	-0.001	0.0014
Si	0.0025	0.0025	0.0044
Si	-0.0095	0.0058	-0.0149
Si	0.0039	0.0011	-0.0057
Si	-0.0034	-0.0082	0.0027
Si	-0.001	0.0014	-0.0008
Si	-0.0019	-0.0015	0.0015
Si	0.0015	-0.0004	0.0058
Si	0.003	-0.0002	0.0058
O	0.0029	-0.0017	-0.0068
O	-0.0028	0.0014	-0.0006
O	0.0012	-0.0013	-0.0043
O	-0.0012	0.0004	-0.0031
O	-0.001	0.0033	-0.0028
O	-0.0011	-0.0021	-0.0014
O	0.0022	0.0071	-0.006
O	0.0041	0.0032	-0.0069
O	0.0007	0.0023	-0.0003
O	-0.0003	-0.0079	0.0087
O	-0.0032	-0.0058	-0.0023
O	0.0005	-0.0003	0.0009
O	0.0024	0.0014	-0.0025
O	-0.0008	-0.0043	-0.0038
O	0.0013	0.0039	0.0016
O	0	0.0001	-0.0025
O	0.0006	0.0002	0.0019
O	0.0013	-0.0015	-0.001
O	-0.001	0.0026	-0.0016
O	0.0004	-0.0003	0.001
O	0.0013	0.0031	-0.0024
O	0.0004	0.0005	-0.0035
O	-0.002	-0.0009	-0.0011
O	-0.0007	-0.0011	-0.0008
O	0.0028	-0.0002	-0.0005
O	-0.0025	0.0033	-0.004
O	-0.003	-0.0084	0.0045
O	0.006	-0.003	-0.0031
O	0.0026	0.0069	-0.0054
O	0.0013	0.0034	-0.0038
O	0.0015	0.0007	-0.0018
O	0.0006	-0.0004	-0.0024
O	0.0005	-0.0023	-0.0025
O	-0.0032	0.0003	-0.0046
O	0.0014	0.0004	-0.0025
O	0.0058	-0.0085	0.0004
O	-0.0054	0.0033	0.0029
O	-0.0051	-0.0045	-0.0029
O	0.0013	-0.0051	-0.0017
O	0.0017	-0.0024	-0.004
O	-0.0052	0.0045	-0.006
O	-0.0014	0.0021	0.0019
O	-0.0009	0.0014	-0.004
O	-0.0001	-0.0003	-0.0013
O	0.0006	0.0019	-0.0008
O	0.0007	0.0021	-0.0018
O	0.0004	0.0009	0.0028
O	0.0005	0	0.0008
O	0.002	-0.0006	-0.0011
O	0.0003	-0.0057	0.0018
O	-0.0002	-0.0024	0.0015
O	-0.0006	-0.001	-0.0012
O	0.001	0.002	-0.0017
O	0.0005	0.0007	0.0013
O	0.0013	0.0016	0.0001
O	-0.0025	0.0002	0.0059
O	-0.0005	0.0012	-0.0011
O	0.0015	0.0014	-0.0015
O	0.0037	0.0009	0.0014
O	-0.0062	0.0067	-0.0222
O	-0.0008	0.0016	-0.0019
O	0.0006	-0.0013	-0.0032
O	-0.0007	-0.0006	0.0011
O	0.0013	-0.002	-0.0021
O	0.0017	0.0001	0.0003
O	-0.0008	-0.005	-0.0002
O	0.001	-0.0043	-0.0017
O	-0.0013	-0.0045	-0.0049
O	-0.0018	-0.0004	-0.0013
O	-0.0034	-0.004	0.0094
O	-0.0007	0.0007	-0.0018
O	-0.0013	0.0013	-0.0008
O	0.0001	0.0005	-0.0001
O	-0.0031	-0.0034	0.002
O	0.0015	-0.0004	0.0021
O	-0.0027	-0.0015	0.0029
O	0.0019	-0.0015	-0.0016
O	0.0005	-0.0015	-0.0005
O	-0.0065	0.0024	-0.0016
O	0.0003	0.0061	0.0039
O	0.0006	-0.0016	-0.0016
O	0.0001	-0.0009	-0.0026
O	0.0006	0.0013	-0.0018
O	0.0007	0.0014	-0.0021
O	0.0006	-0.0002	-0.0031
O	-0.0018	0.0017	-0.0044
O	-0.0003	0.0021	-0.0038
O	0.0036	0.0019	-0.0003
O	0.0044	0.0026	-0.0068
O	-0.0005	0.0014	-0.001
O	-0.0005	0.0013	-0.0042
O	0.0034	0.0063	0.006
O	-0.0005	0.0014	-0.0003
O	0.0019	0.0014	-0.0034
O	-0.0032	0.0051	-0.0044
O	-0.0042	0.0056	-0.0077
O	-0.0009	-0.0021	-0.0007
O	0.0024	0.0026	-0.0053
O	-0.0015	-0.0005	-0.0004
O	-0.0002	-0.0008	-0.0033
O	-0.0016	-0.0071	0.0087
O	-0.0064	0.0106	0.0213
O	-0.0013	-0.0219	0.0046
O	0.002	-0.001	0.0099
O	0.0037	-0.0006	-0.0028
O	0.0093	-0.0092	-0.0159
O	0.0034	-0.0063	0.0164
O	0.0059	-0.005	-0.0136
O	-0.0175	0.0055	-0.0031
O	-0.0033	-0.0076	0.0029
O	0.0005	-0.013	-0.0099
O	-0.056	-0.0038	0.0086
O	-0.0012	0.0068	0.0013
O	0.0029	0.0084	-0.0038
O	0.0031	-0.0134	0.017
O	-0.0002	-0.0006	-0.0037

The program warned: the cutoff lies below the one the program advises for these potential files; the forces do not sum to zero within the program's tolerance; the exchange-correlation potential is rough where the density is thin.
